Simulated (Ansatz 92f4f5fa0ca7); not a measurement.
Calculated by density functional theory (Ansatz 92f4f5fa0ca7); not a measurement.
Periodic cell of 224 atoms, Si133O88H3, from a study of silicon, its oxide and their interface. The atomic structure is a simulated model.
Doubt: the cutoff is far below the 930 eV that the study's wrapper takes by default for these files, so forces and energies are approximate.
This geometry differs little from another in the collection (a relaxation step or a small displacement).

Settings
functional: PBE
potential files: Ansatz PAW
basis: plane waves
wave-function cutoff: 580 eV
density cutoff ratio: 5
exchange-correlation grid ratio: 1
k mesh: 1 x 1 x 1, Gamma-centred
self-consistency stop: 5e-08 eV per atom in the density residual
occupations: fixed
spin: none
net charge: +1 e, with a uniform compensating background and no finite-size correction

Cell vectors (angstrom)
a, 10.938, 0, 0
b, 0, 10.938, 0
c, 0, 0, 31.948

Atoms and the computed forces on them: element, x, y, z (angstrom), force x, y, z (eV/angstrom)
Si, 0.2964, 10.5432, 24.3971, 0.0104, -0.0108, -0.0065
Si, 5.2284, 0.141, 24.5306, -0.0098, 0.0137, -0.0118
Si, 2.9752, 2.3408, 24.5291, 0.0122, -0.0112, 0.0014
Si, 7.9394, 2.9226, 24.5014, 0.0017, 0.0019, 0.0074
Si, 10.6297, 5.4202, 24.4473, -0.0112, 0.0106, 0.0047
Si, 5.7695, 5.2029, 24.4397, 0.0172, -0.0042, 0.0068
Si, 2.5927, 8.3547, 24.5389, -0.008, 0.0072, 0.0014
Si, 8.5246, 7.7737, 24.4259, -0.0073, -0.0013, 0.0065
Si, 1.3637, 1.2212, 25.8086, -0.0087, 0.0179, 0.0124
Si, 6.8219, 1.3141, 25.8027, 0.0135, -0.0011, 0.0094
Si, 4.1425, 4.023, 25.725, -0.0102, 0.0067, 0.0156
Si, 9.4801, 4.0228, 25.9121, 0.0041, -0.009, 0.0006
Si, 1.3644, 6.6747, 25.6704, 0.0058, -0.003, 0.0092
Si, 6.9033, 6.7451, 25.8178, -0.0031, 0.011, -0.0051
Si, 4.0897, 9.5341, 25.9029, 0.0084, -0.0187, 0.0132
Si, 9.6116, 9.4389, 25.7127, -0.0104, 0.0029, 0.0091
Si, 2.7204, -0.0563, 27.2606, 0.0031, 0.0064, -0.006
Si, 8.2426, -0.0828, 27.0858, 0.002, 0.0009, 0.0037
Si, 0.0075, 2.6484, 27.14, 0.0023, -0.0012, -0.0011
Si, 5.4712, 2.688, 27.1877, 0.0016, 0.0063, 0.0019
Si, 2.7578, 5.3903, 27.085, 0.0031, 0.0002, 0.0061
Si, 8.191, 5.4207, 27.2816, -0.0036, 0.0062, -0.0095
Si, 0.04, 8.0956, 27.1171, 0.0025, 0.003, 0.0046
Si, 5.5147, 8.1438, 27.1506, 0.0007, -0.0019, -0.0027
Si, 4.0923, 1.3491, 28.564, 0.0021, 0.0088, 0.0122
Si, 9.5766, 1.2977, 28.5042, -0.0017, -0.0058, -0.0001
Si, 1.3741, 4.0571, 28.4889, 0.0079, 0.0001, 0.0021
Si, 6.8133, 4.0494, 28.587, -0.0002, -0.0121, 0.0134
Si, 4.1056, 6.7838, 28.4907, -0.0033, -0.0036, -0.0021
Si, 9.5955, 6.8108, 28.554, 0.0093, 0.0057, 0.005
Si, 1.3548, 9.4835, 28.5471, -0.0033, -0.0156, 0.0117
Si, 6.8613, 9.5403, 28.508, 0.0056, -0.002, -0.0008
Si, 0.0118, -0.0357, 29.8937, -0.0129, -0.0079, -0.0014
Si, 5.4873, -0.0174, 29.8895, -0.0015, 0.0013, 0.0002
Si, 2.7335, 2.7336, 29.9028, -0.0059, 0.0021, -0.0018
Si, 8.2302, 2.6939, 29.8971, -0.0228, 0.0012, -0.0036
Si, 0.0274, 5.4403, 29.8904, -0.0053, 0.0051, -0.0028
Si, 5.4635, 5.4558, 29.9067, -0.0106, -0.0038, -0.0014
Si, 2.7596, 8.1656, 29.8937, -0.0093, -0.0039, -0.0025
Si, 8.2223, 8.1928, 29.899, -0.0013, 0.0062, -0.0023
Si, 1.3673, 1.3673, 31.2643, -0.0068, -0.1031, -0.0537
Si, 6.8362, 1.3673, 31.2643, 0.0382, -0.1709, 0.0075
Si, 4.1018, 4.1018, 31.2643, -0.099, -0.0165, 0.1202
Si, 9.5708, 4.1018, 31.2643, 0.148, -0.1076, -0.1268
Si, 1.3673, 6.8362, 31.2643, 0.0937, -0.1978, -0.0183
Si, 6.8362, 6.8362, 31.2643, 0.0249, -0.0076, -0.0439
Si, 4.1018, 9.5708, 31.2643, 0.1082, -0.0825, -0.1211
Si, 9.5708, 9.5708, 31.2643, 0.0084, -0.0006, 0.1143
Si, 2.7345, 0, 0.6835, 0.0575, 0.1043, 0.0068
Si, 8.2035, 0, 0.6835, -0.1468, 0.0333, 0.0778
Si, 0, 2.7345, 0.6835, -0.1305, 0.2119, -0.0279
Si, 5.469, 2.7345, 0.6835, -0.0336, 0.0341, -0.0756
Si, 2.7345, 5.469, 0.6835, -0.025, 0.1444, 0.1133
Si, 8.2035, 5.469, 0.6835, -0.0375, 0.0325, 0.0661
Si, 0, 8.2035, 0.6835, 0.0304, -0.0519, -0.0925
Si, 5.469, 8.2035, 0.6835, -0.0638, 0.161, 0.0328
Si, 4.1032, 1.3868, 2.0573, 0.0034, 0.0038, 0.01
Si, 9.5322, 1.413, 2.0356, 0.0314, 0.0008, 0.0076
Si, 1.3386, 4.1396, 2.0485, 0.036, -0.0369, 0.007
Si, 6.8116, 4.118, 2.0506, -0.0151, -0.0025, 0.0123
Si, 4.0928, 6.8676, 2.0606, 0.017, 0.0178, -0.0033
Si, 9.5593, 6.8563, 2.0551, 0.0152, 0.0063, -0.0042
Si, 1.3701, 9.5678, 2.0324, -0.0017, 0.0118, 0.0011
Si, 6.8071, 9.5907, 2.068, 0.0364, 0.0051, -0.0073
Si, -0.0262, 0.0195, 3.3141, 0.001, -0.0162, 0.0016
Si, 5.4691, 0.0471, 3.465, -0.0052, 0.0008, 0.0027
Si, 2.7218, 2.7772, 3.3878, -0.0104, 0.0469, 0.0129
Si, 8.1556, 2.7706, 3.4404, -0.0237, 0.0081, -0.0015
Si, -0.0071, 5.5209, 3.4425, -0.0194, -0.0162, -0.0044
Si, 5.467, 5.5082, 3.4205, 0.0004, -0.0044, -0.0124
Si, 2.7587, 8.2657, 3.4479, 0.0014, 0.006, -0.0136
Si, 8.2019, 8.239, 3.417, -0.0566, -0.0157, 0.0019
Si, 1.357, 1.3424, 4.658, 0.0029, 0.0109, 0.0219
Si, 6.8159, 1.4269, 4.8738, -0.0241, -0.0038, -0.007
Si, 4.0047, 4.2479, 4.7683, -0.0171, -0.0868, 0.0001
Si, 9.5281, 4.141, 4.7854, 0.0406, 0.0122, -0.0185
Si, 1.344, 6.951, 4.7948, 0.0082, -0.0106, 0.0072
Si, 6.8457, 6.8543, 4.8225, 0.0252, 0.0165, -0.0319
Si, 4.1179, 9.6395, 4.8623, 0.0229, -0.0064, 0.0068
Si, 9.5162, 9.7102, 4.7212, 0.005, 0.0117, -0.0065
Si, 2.7295, 0.1324, 6.1653, 0.0111, -0.0037, -0.0275
Si, 8.222, 0.0784, 6.245, -0.0137, -0.0013, -0.0045
Si, -0.0317, 2.6824, 5.9759, 0.0334, 0.0055, 0.0078
Si, 5.3898, 2.866, 6.1513, -0.0452, -0.1046, -0.0662
Si, 2.6755, 5.6336, 6.2268, 0.0146, -0.0078, 0.0117
Si, 8.3888, 5.618, 6.2739, 0.0068, -0.0569, -0.0184
Si, 0.0169, 8.443, 6.0496, 0.0107, 0.005, -0.0191
Si, 5.545, 8.2737, 6.2025, -0.0448, -0.0193, 0.0258
Si, 3.7048, 1.8389, 7.485, -0.0416, 0.0815, -0.0889
Si, 9.8328, 1.2565, 7.5396, 0.0162, -0.0205, -0.0831
Si, 1.3927, 3.9492, 7.2662, 0.0312, -0.0349, -0.157
Si, 6.4548, 4.6733, 7.1221, 0.3444, -0.2859, -0.2059
Si, 4.2881, 6.8095, 7.5656, 0.0732, 0.0503, -0.0517
Si, 9.5768, 7.3119, 7.5185, 0.0032, 0.0276, 0.0085
Si, 1.1378, 9.9479, 7.4889, -0.0208, 0.0423, -0.0299
Si, 7.183, 9.348, 7.5508, -0.0016, 0.0255, -0.0277
O, 9.6178, 6.6167, 23.9044, 0.0034, -0.0021, 0.0018
O, 4.1128, 1.2524, 24.0148, -0.0034, 0.0004, 0.0042
O, 8.3438, 8.2571, 8.0892, -0.0073, -0.0119, 0.0036
O, 2.5562, 2.9519, 7.8774, 0.0345, -0.0289, 0.0957
O, 6.8533, 4.0582, 23.941, -0.0014, 0.001, 0.001
O, 1.4583, 9.4321, 24.0212, -0.0021, 0.003, 0.0056
O, 5.4454, 5.622, 7.9635, -0.3716, 0.3766, 0.304
O, 0.0111, 0.1137, 8.0037, -0.0034, -0.0036, 0.0461
H, 6.5509, 9.9123, 8.7748, -0.0083, -0.0003, 0.004
O, 10.6636, 6.8888, 8.6979, 0.0095, -0.0101, 0.0139
O, 1.7441, 9.2292, 8.8363, 0.0175, -0.0094, 0.0238
O, 4.2247, 1.3364, 8.9311, 0.0199, -0.0594, 0.095
O, 0.3092, 4.3411, 8.4365, -0.059, 0.0509, 0.0992
O, 9.245, 2.0091, 8.8949, -0.0043, 0.0187, 0.0714
O, 3.7753, 7.5208, 8.9596, -0.0483, 0.0158, 0.0503
H, 7.9264, 8.341, 23.1872, 0.0013, 0.0016, -0.0054
H, 8.6048, 2.3248, 23.3074, 0.0007, -0.0005, -0.005
O, 5.2603, 5.9731, 23.0766, -0.0157, 0.021, -0.0242
O, 2.2303, 2.8393, 23.1617, -0.0193, 0.0126, -0.0237
O, 10.6805, 0.1183, 22.9296, 0.0022, 0.0111, -0.0307
O, 0.0391, 4.3814, 23.2025, 0.016, -0.0207, -0.0256
O, 3.4419, 7.9084, 23.2138, 0.0198, -0.0112, -0.0224
O, 5.9098, 10.3823, 23.205, 0.0049, -0.0114, -0.0334
Si, 9.566, 9.3198, 14.9965, -0.0023, -0.0077, 0.0116
Si, 2.4559, 4.9586, 11.6207, 0.0062, 0.0093, 0.0081
Si, 0.8436, 0.6999, 14.7132, 0.0025, 0.0039, 0.0037
Si, 10.0426, 9.9327, 18.8649, 0.0043, 0.0121, 0.0226
Si, 6.8305, 0.3931, 11.6739, -0.0019, 0.0029, 0.0037
Si, 9.5675, 7.1952, 12.721, -0.003, -0.0093, 0.0094
Si, 2.0414, 9.2047, 17.9597, 0.0053, 0.0112, 0.0116
Si, 2.9769, 8.7132, 9.7774, 0.0247, -0.0009, -0.0504
Si, 4.1754, 2.5047, 16.8589, 0.0054, 0.003, 0.0183
Si, 4.5077, 7.1567, 22.24, 0.004, -0.0013, 0.0441
Si, 10.868, 5.3487, 16.7673, 0.0042, 0.0013, 0.0067
Si, 2.6133, 6.3705, 17.8806, -0.0011, -0.0079, 0.0206
Si, 0.9705, 2.5637, 17.2715, 0.0005, -0.004, 0.0089
Si, 5.7352, 6.6016, 16.9766, -0.0059, -0.0032, 0.0048
Si, 8.591, 4.7303, 11.4953, 0.0083, -0.0003, -0.0034
Si, 10.9944, 5.515, 9.5433, -0.0012, -0.0194, -0.0394
Si, 3.0974, 0.1155, 20.207, 0.0032, -0.0034, 0.0268
Si, 1.6334, 7.5739, 12.4793, 0.0139, -0.0087, 0.0029
Si, 5.7188, 9.8887, 21.6551, 0.0037, -0.0143, 0.0477
Si, 1.3615, 1.8937, 11.7891, 0.0022, 0.0077, -0.0032
Si, 0.2566, 0.5549, 21.4309, -0.0058, 0.0156, 0.0487
Si, 2.693, 9.4504, 14.8311, -0.0056, -0.0082, 0.0091
Si, 8.9408, 3.3093, 15.5635, -0.0002, -0.0012, 0.0124
Si, 1.0229, 3.4606, 22.2631, -0.0015, 0.0038, 0.0428
Si, 9.3594, 1.8661, 10.5415, -0.0021, 0.0015, -0.0285
Si, 5.5757, 8.7806, 15.0046, 0.0029, -0.0005, 0.0039
Si, 6.807, 8.3044, 12.2929, -0.0044, -0.0026, 0.008
Si, 3.0412, 5.0658, 20.4969, -0.0068, 0.0095, 0.0329
Si, 9.4003, 1.6371, 18.2436, -0.0066, -0.0056, 0.0137
Si, 7.9483, 0.9087, 14.4433, -0.0082, -0.001, 0.0039
Si, 5.9606, 4.2927, 15.1254, -0.0051, 0.0061, -0.002
Si, 7.0051, 0.9175, 19.7839, -0.0057, -0.0133, 0.0235
Si, 5.5704, 5.4851, 12.1198, -0.0103, 0.0085, 0.0004
Si, 4.662, 2.7013, 19.7665, -0.0056, 0.0024, 0.0173
Si, 4.0346, 0.623, 10.386, 0.011, -0.013, -0.0453
Si, 6.0378, 0.2791, 16.7866, 0.0037, 0.0036, 0.0214
Si, 8.7193, 7.6599, 17.6063, 0.0018, 0.0092, 0.0074
O, 0.1165, 1.7637, 18.4435, 0.0035, 0.0052, -0.0051
O, 6.0095, 9.679, 16.2853, 0.0005, -0.001, -0.0049
O, 1.4867, 5.5174, 10.3706, 0.0176, -0.0013, 0.0122
O, 6.9481, 4.9044, 11.3752, -0.0006, 0.0031, -0.0076
O, 3.3966, 1.675, 19.8651, 0.0039, 0.0054, -0.0049
O, 7.1079, 7.2322, 17.6952, -0.0016, -0.0025, -0.0019
O, 6.9612, 1.0616, 13.1578, 0.0061, 0.0037, 0.0083
O, 5.708, 7.1258, 11.9408, 0.006, 0.0039, -0.0054
O, 5.4311, 1.0444, 11.1199, 0.0178, -0.0071, 0.0054
O, 10.2626, 10.6665, 20.3363, -0.0109, -0.0166, -0.0282
O, 8.9744, 8.716, 16.3813, 0.001, -0.0027, -0.0065
O, 1.888, 3.454, 11.9347, -0.0022, -0.0095, -0.0074
O, 0.5892, 1.8618, 15.8322, -0.0001, 0.0027, -0.0019
O, 8.9009, 2.7124, 17.1099, -0.0002, 0.0064, -0.0074
O, 8.8554, 3.1251, 11.4617, -0.0035, 0.0113, 0.0008
O, 4.9446, 3.0676, 18.1925, -0.0013, -0.0004, -0.0172
O, 2.3595, 11.0387, 14.7505, -0.0029, 0.0034, -0.006
O, 7.072, 1.0625, 15.8071, 0.0004, 0.0003, -0.0053
O, 9.5491, 5.255, 10.2604, -0.0194, -0.0079, 0.018
O, 2.5875, 2.6269, 17.1915, -0.0035, 0.0004, -0.0039
O, 1.4483, 6.103, 16.6703, -0.0058, -0.0016, -0.0078
O, 2.1637, 7.7388, 18.6363, 0.0005, -0.0025, -0.0012
O, 5.99, 2.0292, 20.4167, 0.0006, 0.0015, -0.0029
O, 9.1677, 8.5323, 18.9434, -0.0029, -0.0077, -0.0028
O, 3.6201, 6.4871, 21.0491, -0.0143, -0.0175, -0.0216
O, 0.7881, 1.3536, 13.2164, -0.0045, -0.0082, 0.0088
O, 2.1646, 6.0492, 12.8171, -0.0027, 0.0057, -0.0032
O, 8.4211, 1.7473, 19.572, 0.0091, 0.0039, -0.0061
O, 1.8204, 8.502, 13.8058, 0.0069, 0.0095, 0.0012
O, 2.6604, 1.0738, 11.1751, -0.0118, 0.0046, -0.0012
O, 9.2399, 10.9837, 17.8766, 0.0007, 0.0016, -0.0066
O, 6.9707, 10.5395, 20.7901, 0.0121, 0.0191, -0.0177
O, 9.1803, 2.0007, 14.5544, 0.0024, 0.0015, -0.0066
O, 11.0035, 7.4605, 11.988, -0.0043, -0.0008, -0.0132
O, 6.727, 8.579, 13.8899, -0.0063, 0.0034, 0.0051
O, 6.4667, 0.3637, 18.3441, -0.0045, -0.0024, -0.0205
O, 0.3777, 4.0391, 17.6061, -0.0016, 0.0007, 0.0003
O, 9.1787, 5.5819, 12.7885, -0.0008, 0.0047, -0.0043
O, 8.5426, 10.3491, 14.2747, 0.003, 0.0011, -0.0056
O, 8.2633, 0.6823, 10.8956, -0.0109, -0.0098, 0.0059
O, 2.45, 8.1768, 11.2065, -0.0184, -0.0134, 0.0375
O, 4.2317, 9.3443, 14.3047, 0.0023, -0.0003, -0.005
O, 6.5503, 9.7233, 11.5531, 0.0009, -0.007, -0.0059
O, 5.6083, 8.2407, 21.6596, 0.004, 0.0101, -0.0085
O, 9.7529, 7.9284, 14.1561, -0.0017, 0.0124, 0.0049
O, 8.329, 7.8594, 11.8874, 0.0059, 0.0051, -0.0063
O, 2.5159, 5.1697, 18.9626, -0.0043, 0.0095, -0.0251
O, 1.7723, 0.0353, 21.139, 0.0136, -0.0043, -0.0115
O, 1.7178, 4.5289, 21.2657, 0.0182, 0.014, -0.0198
O, 10.9755, 1.689, 10.8196, 0.0153, -0.0024, 0.0017
O, 10.0167, 4.5824, 15.5165, -0.0007, 0.0008, -0.0061
O, 4.2948, 4.0288, 20.6133, 0.006, -0.0099, -0.0063
O, 5.573, 5.0159, 13.6963, 0.0033, -0.0088, 0.0144
O, 0.498, 9.6558, 18.0806, 0.003, -0.004, -0.0043
O, 4.2594, 6.52, 17.6936, 0.0073, 0.0001, -0.0053
O, 3.9804, 9.9542, 10.0932, -0.0083, 0.0231, 0.0036
O, 2.5251, 9.0158, 16.4016, 0.0008, 0.0014, -0.0119
O, 2.9537, 10.2689, 18.7816, -0.0078, -0.0124, -0.0183
O, 7.4781, 3.726, 14.9463, 0.0049, -0.0016, -0.0031
O, 5.3189, 7.3157, 15.5865, 0.0004, -0.0002, -0.0001
O, 10.8999, 10.2803, 15.0661, 0.0009, 0.0011, -0.0072
O, 4.3139, 10.4153, 21.05, -0.0169, 0.0117, -0.0135
O, 4.5523, 0.9316, 16.6405, 0, 0.0001, -0.0063
O, 4.7074, 3.2901, 15.5116, 0.0004, -0.0017, -0.0067
O, 9.756, 6.3724, 17.4301, 0.0024, -0.0027, -0.0027
O, 0.2456, 2.2233, 21.4845, -0.0037, -0.0144, -0.0112
O, 6.183, 5.1347, 16.4971, 0.0038, 0.0067, -0.0016
O, 4.1227, 4.9894, 11.4279, -0.0015, -0.0008, -0.0054

Results
free energy: -134646.949 eV
free energy less fixed offsets of H -15.97, O -568.88, Si -635.61 eV per atom: -1.469 eV

The program warned: the cutoff lies below the one the program advises for these potential files; the exchange-correlation potential is rough where the density is thin.
